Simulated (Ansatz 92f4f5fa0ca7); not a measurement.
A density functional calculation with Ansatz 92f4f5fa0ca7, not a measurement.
Periodic cell of 186 atoms, Si104O82, from a study of silicon, its oxide and their interface. The atomic structure is a simulated model.

Settings: functional PBE; potential files Ansatz PAW; basis plane waves; wave-function cutoff 700 eV; density cutoff ratio 5; exchange-correlation grid ratio 2; k mesh 2 x 2 x 1, shifted by 0.5 0.5 0.5 of a step; self-consistency stop 5e-08 eV per atom in the density residual; occupations Fermi-Dirac, 0.05 eV; spin none; net charge 0.

Cell vectors (angstrom)
a, 11.5983, 0, 0
b, 0, 11.5983, 0
c, -5.1479, -3.092, 23.7935

Atoms and the computed forces on them: element, x, y, z (angstrom), force x, y, z (eV/angstrom)
Si, 2.8423, 0.165, 0.5004, -0.0708, 0.2743, -0.233
Si, 2.8971, 3.2253, 1.2629, -0.0456, -0.0117, -0.719
Si, 3.1069, 6.2546, 0.55, 0.1359, -0.302, -0.2015
Si, 6.8754, 0.2405, 0.6876, -0.054, 0.1979, -0.168
Si, 6.81, 3.3168, 1.0946, -0.1969, 0.0585, -0.7248
Si, 6.9232, 6.3945, 0.7962, -0.1591, -0.275, -0.3111
Si, 10.4469, 0.1953, 0.6877, -0.0023, 0.236, -0.2217
Si, 10.571, 3.2641, 1.0656, 0.1777, 0.0066, -0.6216
Si, 10.4441, 6.3379, 0.5288, -0.0398, -0.2021, -0.1463
Si, 4.8332, -0.4706, 1.7834, 0.1362, 0.1844, -0.1169
Si, 4.8912, 3.2693, 2.3928, 0.1658, 0.0536, -0.1307
Si, 4.902, 6.9326, 1.9844, 0.1446, -0.0453, -0.1794
Si, 8.6667, -0.3436, 2.1569, -0.0206, -0.0371, 0.0137
Si, 8.6971, 3.2721, 2.4222, -0.0051, 0.0252, -0.1343
Si, 8.7707, 6.8974, 2.1586, 0.0108, 0.0554, -0.0152
Si, 12.5049, -0.4329, 1.8343, -0.1249, 0.1281, -0.1414
Si, 12.4986, 3.2508, 2.3748, -0.1727, -0.0844, -0.1822
Si, 12.5808, 6.9814, 1.6524, -0.0867, -0.1955, -0.1495
Si, 4.8692, 1.2492, 3.4969, -0.019, -0.1633, 0.1448
Si, 4.8961, 5.2216, 3.5998, 0.0659, 0.0454, 0.2921
Si, 4.8687, 9.0717, 3.1456, 0.0131, -0.0379, -0.0796
Si, 8.6748, 1.3657, 3.7072, 0.0456, -0.1194, 0.373
Si, 8.7335, 5.1744, 3.7089, 0.0228, 0.1336, 0.3788
Si, 8.7162, 9.0697, 3.2891, -0.0474, 0.0269, -0.2034
Si, 12.5259, 1.2721, 3.5458, -0.0316, -0.0315, 0.2071
Si, 12.5617, 5.2758, 3.4586, -0.0125, 0.1609, 0.0682
Si, 12.5464, 9.0388, 3.0539, 0.0182, -0.0236, -0.0934
Si, 2.9303, 1.3414, 4.8184, 0.0497, -0.0735, -0.0164
Si, 2.9033, 5.1672, 4.8222, 0.0438, 0.0759, 0.0009
Si, 2.891, 9.0864, 4.519, -0.0937, 0.0705, 0.0152
Si, 6.7162, 1.3396, 4.9869, -0.0046, -0.0913, 0.0005
Si, 6.7746, 5.1874, 5.0063, -0.0881, 0.0375, -0.0805
Si, 6.7615, 9.0797, 4.6699, -0.0121, 0.0194, 0.0383
Si, 10.6387, 1.3515, 4.9655, -0.1009, -0.1093, -0.0725
Si, 10.7103, 5.1637, 4.9506, 0.0212, 0.0134, -0.0235
Si, 10.6851, 9.0191, 4.6312, 0.1112, 0.0793, 0.0704
Si, 2.9209, -0.6194, 6.0563, 0.1161, -0.0688, 0.0819
Si, 2.9913, 3.2452, 6.2506, -0.0901, 0.1006, 0.0561
Si, 2.8826, 7.178, 5.9786, 0.0017, -0.0969, -0.1391
Si, 6.7422, -0.6496, 6.2066, 0.0458, -0.0458, 0.0629
Si, 6.7385, 3.2649, 6.3823, 0.0451, 0.1355, 0.1107
Si, 6.782, 7.1991, 6.1743, 0.036, -0.1265, -0.1233
Si, 10.6765, -0.6713, 6.095, -0.1056, -0.0717, 0.0759
Si, 10.6349, 3.2491, 6.3733, 0.0421, 0.0158, 0.2862
Si, 10.6863, 7.1332, 6.1787, -0.1184, -0.0205, -0.0796
Si, 4.7718, -0.5773, 7.57, -0.1899, 0.1826, 0.0859
Si, 4.8577, 3.3591, 7.8028, -0.077, -0.1807, 0.2108
Si, 4.753, 7.2188, 7.3666, 0.0912, 0.067, 0.0134
Si, 8.7561, -0.6926, 7.4772, 0.1765, 0.0985, -0.2256
Si, 8.6268, 3.2871, 7.8237, 0.127, -0.0878, -0.0531
Si, 8.7266, 7.0238, 7.5328, -0.0758, -0.0907, 0.0129
Si, 1.0161, -0.5992, 7.4385, -0.0589, 0.2166, -0.1863
Si, 1.0659, 3.1411, 7.6036, -0.1178, -0.1464, -0.1024
Si, 1.0738, 7.0402, 7.458, 0.0773, -0.1767, 0.1098
Si, 4.7826, 1.3333, 9.1816, 0.0392, -0.0387, 0.1813
Si, 4.8178, 5.5247, 8.9569, -0.1086, -0.1832, -0.0053
Si, 4.7206, 9.0156, 8.8176, -0.1392, 0.1312, 0.1854
Si, 8.721, 1.1639, 8.9591, 0.1023, -0.0268, 0.2901
Si, 8.6349, 5.3055, 9.271, 0.051, 0.0586, 0.0777
Si, 8.6962, 8.9526, 8.7596, -0.0109, 0.1154, 0.1964
Si, 1.0159, 1.2332, 9.0253, -0.0552, 0.0483, 0.4401
Si, 1.0555, 5.0593, 8.8914, 0.1133, 0.0914, 0.0817
Si, 1.0941, 9.0334, 8.6126, 0.2018, 0.0836, 0.1213
Si, 2.8227, 0.924, 10.6788, 0.0177, 0.0254, -0.0295
Si, 2.9557, 5.108, 10.366, -0.0054, 0.3053, 0.2897
Si, 2.8103, 9.4153, 10.1932, -0.1115, -0.365, 0.0497
Si, 6.8158, 0.5882, 10.285, 0.0018, -0.3111, 0.0743
Si, 6.5557, 6.057, 10.5171, 0.0513, 0.2227, 0.4089
Si, 6.7147, 9.0599, 9.9893, 0.1353, 0.1643, 0.4183
Si, 10.659, 1.6126, 10.3482, -0.0701, 0.095, -0.2281
Si, 10.7921, 4.8464, 10.3561, 0.0799, -0.1021, 0.2018
Si, 10.7578, 9.0777, 9.8118, 0.0643, -0.2717, 0.4343
Si, 1.7471, 3.1435, 19.9451, -0.0984, -0.2243, -0.3538
Si, 2.3008, 1.247, 13.9449, 0.0748, 0.1185, 0.4724
Si, 7.7926, 3.8123, 17.119, -0.0011, 0.037, 0.0053
Si, 6.8611, 11.5424, 15.2354, -0.0023, -0.203, 0.2331
Si, 3.319, 0.816, 18.8345, 0.0413, -0.0566, -0.024
Si, -1.8079, -0.0052, 20.591, -0.016, 0.0926, -0.2097
Si, 1.04, 5.8973, 12.611, 0.0477, -0.2297, 0.209
Si, 9.5128, 11.2053, 16.4421, -0.0523, 0.0622, 0.0734
Si, 2.7672, 4.2731, 14.5573, -0.0434, 0.0241, 0.2284
Si, -1.1912, 9.3682, 18.8925, 0.0673, 0.1346, -0.2047
Si, 3.8081, -0.567, 16.0211, 0.1739, -0.0172, 0.2263
Si, 3.4833, 7.6079, 22.259, 0.0101, 0.2676, -0.1132
Si, 0.7373, 8.6432, 12.254, -0.0835, -0.0818, -0.0589
Si, -0.9356, 10.9707, 12.0173, -0.1664, -0.0567, 0.215
Si, 4.8637, 4.3618, 12.5409, -0.0951, 0.1978, 0.1857
Si, 8.7729, 9.7625, 13.9333, -0.06, 0.0219, 0.4682
Si, 7.3334, 6.6539, 17.217, 0.0183, -0.0126, -0.0597
Si, 9.3085, 6.9958, 14.8419, -0.0937, 0.0487, 0.2131
Si, 1.235, 4.3909, 17.1322, -0.061, -0.0128, -0.0469
Si, 7.0199, 2.2453, 13.0175, 0.0902, -0.0823, 0.4083
Si, 9.1088, 3.9525, 14.3042, 0.034, -0.0044, 0.4335
Si, -2.9135, 8.916, 21.2863, -0.0262, 0.1803, -0.4051
Si, -1.0682, 2.7799, 21.4324, -0.0464, -0.1863, -0.3491
Si, 5.5357, 3.1245, 18.6621, -0.0013, -0.0828, -0.1727
Si, -0.2699, 2.0373, 15.5406, -0.057, 0.1112, 0.3203
Si, 2.8788, 8.3507, 17.2255, 0.0018, 0.0853, -0.0722
Si, 3.3229, 4.4992, 22.2339, -0.103, -0.3359, -0.0223
Si, 3.7401, 9.6059, 19.7337, 0.1011, 0.2923, -0.2525
Si, 8.3628, 2.4028, 19.4596, -0.0135, -0.0262, -0.1508
Si, 6.3493, 8.17, 19.5048, 0.0619, 0.0683, -0.2897
Si, 4.7849, 6.0732, 18.2765, 0.0156, -0.0882, -0.1501
Si, 0.1246, 7.3238, 16.8855, 0.0235, -0.0704, 0.0588
O, 2.9576, 1.8251, 0.3648, -0.0456, -0.351, 0.1464
O, 2.6593, -0.319, -1.1042, 0.0838, -0.0076, 0.4882
O, 7.9568, 11.7193, 16.4417, 0.009, -0.0541, -0.111
O, 3.4271, 6.0566, 21.7576, -0.0003, 0.0477, -0.0044
O, 7.9941, 7.028, 15.8017, 0.0729, 0.0325, -0.0458
O, 7.3911, 7.9337, 18.2433, -0.0489, -0.0085, 0.0639
O, 2.533, 4.6399, 16.1406, 0.0287, -0.0573, -0.1457
O, 6.8198, 1.8773, 0.197, 0.06, -0.3801, 0.4941
O, -2.0202, 8.4712, 19.9849, -0.0287, -0.0481, 0.1902
O, 2.9729, 3.5649, 20.9337, 0.1744, 0.241, 0.3248
O, 5.3934, -0.2133, 15.8897, -0.0371, 0.0057, -0.0614
O, 9.9981, -0.7043, -0.6413, 0.1701, 0.162, 0.0901
O, 2.8295, 4.6142, 0.3449, 0.1158, 0.3967, 0.1827
O, 1.5377, 7.9658, 16.3887, 0.0302, 0.0116, -0.0033
O, -1.3601, 3.5273, 22.8565, -0.1049, 0.0446, 0.3149
O, 9.8855, 7.1088, -0.8524, 0.1766, -0.1141, 0.1232
O, -2.7453, -1.0559, 21.4264, -0.0279, -0.0601, 0.1339
O, -0.8248, 12.5957, 11.9261, 0.0222, -0.0227, -0.2943
O, 2.2409, 8.8007, 11.6245, 0.0117, 0.023, -0.1123
O, 2.4218, 1.169, 12.3096, 0.1464, 0.0124, -0.784
O, 3.2484, -0.668, 10.6304, -0.2914, 0.0661, 0.0142
O, 2.0021, 1.6337, 19.3435, -0.0563, 0.1228, 0.1321
O, 0.2877, 5.724, 17.1863, 0.0075, 0.0306, -0.025
O, 3.7611, 3.989, 11.3558, -0.2084, 0.0319, -0.2379
O, 4.089, 4.9723, 13.8744, 0.1645, -0.0929, -0.3263
O, 6.7163, 7.6851, 10.9695, -0.027, -0.3944, -0.4949
O, 7.1784, 12.9807, 11.6696, -0.0589, -0.0293, -0.1096
O, 2.6232, 9.1747, 18.6155, 0.0301, -0.0378, 0.1065
O, 5.5878, 2.9964, 12.996, -0.0675, -0.0496, -0.0967
O, 11.2835, 5.3965, 11.8498, -0.1222, -0.0219, -0.356
O, 8.2507, 3.337, 13.0647, -0.0547, -0.1078, -0.2174
O, 10.6219, 3.2346, 10.6456, -0.0721, -0.1231, -0.1292
O, 6.2628, 3.23, 17.1991, 0.0119, 0.0689, 0.0355
O, 1.4284, 4.7991, 13.7625, -0.0779, 0.2159, -0.2758
O, 6.0137, 5.3754, 11.9504, 0.1022, 0.0998, -0.3453
O, 3.477, 6.9031, 17.7554, 0.0625, 0.0098, 0.0328
O, 3.6959, -2.2035, 16.2356, -0.0625, -0.0323, -0.0053
O, 9.1948, 10.514, 12.5565, 0.0917, 0.0844, -0.1784
O, 11.1798, 8.1662, 11.1598, -0.0601, 0.1668, -0.2397
O, 0.236, 10.1171, 12.8198, 0.0051, -0.0382, -0.1135
O, 0.4545, 3.0514, 16.6067, -0.0147, -0.0155, -0.0844
O, -1.0554, 0.8815, 16.4091, 0.0182, 0.0049, -0.0807
O, 2.968, 2.663, 14.4283, -0.0129, -0.0908, -0.1347
O, 2.2705, 6.083, 11.5361, 0.1381, -0.147, -0.2039
O, -1.0017, 7.4377, 15.7299, -0.0622, -0.0323, -0.077
O, 7.2671, -0.6313, -0.6642, -0.1149, 0.112, 0.0279
O, 3.0694, -0.0182, 14.6675, -0.1481, 0.0685, -0.2387
O, 6.6735, -1.0426, 10.7537, 0.135, 0.3028, -0.3592
O, 3.157, 0.2069, 17.3197, -0.015, -0.0435, -0.017
O, 4.5641, 1.8534, 18.7861, 0.0302, 0.0272, 0.0461
O, 0.7715, 1.2821, 14.5384, 0.1065, -0.0954, -0.2504
O, 5.2767, 9.3641, 19.1754, 0.0022, -0.0397, 0.1056
O, 6.9958, 1.2682, 14.3149, 0.038, 0.2091, -0.3457
O, 5.7743, 6.2412, 16.977, -0.0303, -0.0007, 0.0682
O, 0.3463, 3.2273, 20.7674, -0.0479, 0.071, 0.1912
O, -0.6726, 10.6796, 19.7851, -0.1288, 0.0516, 0.1065
O, -1.2335, 2.9773, 14.6185, -0.0514, -0.0071, -0.14
O, 8.7204, 0.8139, 19.6264, 0.0757, -0.0471, 0.1544
O, 1.7021, 4.1524, 18.6651, 0.0603, -0.005, 0.182
O, 10.5106, 4.6815, 0.1408, 0.0385, 0.3312, 0.432
O, 6.7884, 2.8491, 19.7142, 0.0519, 0.0275, 0.0549
O, 9.515, 5.5342, 14.1313, 0.0436, -0.0075, -0.1138
O, 9.6513, 10.1584, 17.6749, 0.0198, -0.0926, 0.1327
O, 5.4694, 6.7904, 19.5945, -0.0153, 0.009, 0.1282
O, 3.5925, 11.2223, 19.9279, -0.0367, -0.1356, -0.0052
O, 7.2447, 10.1916, 14.3598, 0.1246, 0.0097, -0.1234
O, 3.4965, 8.7208, 21.0627, -0.0245, -0.2937, 0.3493
O, 4.6527, 4.5129, 18.7622, 0.0294, 0.0888, 0.0502
O, -2.3044, 3.2573, 20.4774, 0.025, -0.0013, 0.1245
O, 7.2367, 7.4061, -0.4868, -0.1492, -0.1063, 0.0006
O, 0.7994, 7.3785, 13.2965, 0.0323, 0.0945, -0.152
O, 8.0279, 5.2918, 17.8196, 0.0007, 0.001, 0.004
O, 9.0001, 8.1575, 13.7351, 0.0437, 0.0293, -0.1248
O, 6.8664, 4.776, 0.2159, -0.0209, 0.2779, 0.5737
O, 10.5163, 1.8243, 0.1773, 0.0117, -0.3708, 0.4614
O, -0.2472, 8.229, 18.2041, -0.0699, 0.0294, 0.0772
O, 8.0937, 3.9111, 15.5596, 0.0029, -0.0306, -0.1275
O, 7.1496, 8.4986, 20.879, 0.064, -0.0035, 0.2151
O, 8.7709, 2.7907, 17.9189, -0.057, 0.0493, 0.1288
O, 10.7467, 10.6238, 10.4166, 0.0023, 0.1737, 0.067
O, -1.0597, 1.1264, 21.5001, 0.0027, 0.0357, 0.1487
O, 9.7826, 10.3282, 15.0935, -0.02, -0.0794, -0.2505

Results
free energy: -112759.002 eV
free energy less fixed offsets of O -569.03, Si -635.61 eV per atom: 4.898 eV
pressure: -0.76 GPa
stress xx, yy, zz, yz, xz, xy (GPa, positive in tension): -0.19, 1.86, 0.59, -0.25, 0.09, -0.22

The program warned: the cutoff lies below the one the program advises for these potential files.
